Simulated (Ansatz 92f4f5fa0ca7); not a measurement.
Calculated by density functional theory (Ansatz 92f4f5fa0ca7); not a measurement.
Periodic cell of 171 atoms, Si99O72, from a study of silicon, its oxide and their interface. The atomic structure is a simulated model.

Settings
functional: PBE
potential files: Ansatz PAW
basis: plane waves
wave-function cutoff: 700 eV
density cutoff ratio: 5
exchange-correlation grid ratio: 2
k mesh: 2 x 2 x 1, shifted by 0.5 0.5 0.5 of a step
self-consistency stop: 5e-08 eV per atom in the density residual
occupations: Fermi-Dirac, 0.05 eV
spin: none
net charge: 0

Cell vectors (angstrom)
a	11.5983	0	0
b	0	11.5983	0
c	1.3395	0.2212	22.3256

Atoms and the computed forces on them: element, x, y, z (angstrom), force x, y, z (eV/angstrom)
Si	-0.1982	7.0994	1.4094	-0.2359	0.1341	-0.3602
Si	-0.366	10.1232	1.9707	-0.2066	0.0644	-0.3209
Si	-0.2608	1.5547	1.4327	-0.2019	-0.3863	-0.1943
Si	3.3121	6.5067	1.2817	-0.1369	0.0534	0.0073
Si	3.3116	9.6565	1.4567	-0.1092	0.037	0.252
Si	4.2783	13.5715	1.0787	0.3208	0.2257	0.3959
Si	7.4899	6.9973	1.4994	-0.044	0.3575	-0.2455
Si	7.4426	10.0871	1.9519	0.1	0.0569	-0.5804
Si	7.5845	13.1241	1.6788	0.1998	-0.1139	-0.2733
Si	1.5851	6.3245	2.8717	0.0325	0.0635	-0.2973
Si	1.6602	10.0267	3.0874	0.0052	-0.1458	-0.2755
Si	1.9077	2.1811	2.4439	-0.246	-0.1377	-0.2159
Si	5.4359	6.2214	2.5626	-0.0022	0.1856	-0.1495
Si	5.3124	10.0395	2.8916	-0.2177	-0.164	-0.3246
Si	5.6457	2.1406	2.9548	0.2943	-0.0398	-0.1841
Si	9.4376	6.3672	2.709	0.2232	0.1443	-0.1883
Si	9.3251	10.0737	3.2835	0.1492	0.0615	-0.3056
Si	9.532	2.1374	2.892	-0.0932	-0.0368	-0.2408
Si	1.6698	8.1087	4.4033	0.0777	-0.016	0.2298
Si	1.7921	12.0421	4.2182	0.1191	0.1286	-0.0148
Si	1.6659	4.1898	3.9612	0.127	-0.0261	-0.1385
Si	5.4142	8.0502	4.1848	-0.1155	-0.1152	-0.0582
Si	5.4438	11.8927	4.3353	-0.0115	0.0407	0.21
Si	5.5631	4.2725	4.0113	-0.1155	0.1531	-0.0691
Si	9.4033	8.0585	4.3679	0.0714	-0.0882	0.2702
Si	9.4307	12.0248	4.4668	-0.0025	-0.0076	0.3038
Si	9.4482	4.2824	3.9915	-0.018	-0.045	-0.0666
Si	-0.2777	8.1673	5.7225	-0.0999	-0.1072	-0.0266
Si	-0.1502	11.9855	5.6441	-0.2679	0.0457	0.0406
Si	-0.2337	4.2661	5.4224	0.0163	0.0023	0.0512
Si	3.6171	8.0822	5.7222	0.113	0.0111	-0.0034
Si	3.5888	11.9416	5.7486	0.0274	0.0384	-0.0162
Si	3.6028	4.2515	5.4351	0.099	0.0373	0.0262
Si	7.3782	8.0625	5.5743	0.1207	-0.173	-0.0544
Si	7.4231	11.9355	5.6668	0.0852	0.0992	-0.0981
Si	7.488	4.2862	5.3844	0.0043	-0.0063	0.052
Si	-0.3083	6.1784	6.9278	0.1914	-0.0066	0.1417
Si	-0.2398	10.088	7.0991	0.2777	-0.0641	0.3019
Si	-0.1801	2.3778	6.865	0.0276	-0.0432	-0.022
Si	3.5721	6.1144	6.9929	0.0484	0.0137	0.1389
Si	3.6906	9.9986	7.1341	-0.2489	-0.0345	0.17
Si	3.6298	2.3587	6.9409	0.0156	0.0245	-0.1138
Si	7.4486	6.1165	6.8997	-0.2305	0.1005	0.2044
Si	7.4597	9.9746	6.9617	0.2309	0.0784	0.2607
Si	7.4689	2.3811	6.8172	-0.1565	-0.049	-0.0185
Si	1.5723	6.2489	8.3471	0.08	0.183	-0.2961
Si	1.7357	10.0936	8.4951	-0.0485	-0.0834	-0.3149
Si	1.696	2.3989	8.3119	-0.1531	0.0451	-0.0209
Si	5.5652	6.0816	8.36	-0.0115	-0.0919	-0.2451
Si	5.6957	9.9611	8.5002	0.1202	-0.2505	0.1494
Si	5.6065	2.1555	8.2434	0.064	0.1385	0.0716
Si	9.3467	6.1887	8.3349	0.0013	0.1802	-0.0044
Si	9.3258	10.0668	8.4396	-0.4148	-0.0478	-0.1662
Si	9.4311	2.496	8.1123	0.0626	-0.0973	-0.0381
Si	1.5237	8.1649	9.8442	-0.2201	-0.0393	0.6675
Si	1.9203	12.1212	9.7526	-0.0317	-0.0765	0.3932
Si	1.4401	4.3275	9.6251	0.0343	-0.065	0.4738
Si	5.6559	7.9626	9.8892	-0.4166	-0.1294	0.4944
Si	5.8366	11.9178	9.8096	0.1521	0.1291	0.1573
Si	5.5569	4.0261	9.5681	-0.1011	0.1273	0.208
Si	9.0371	8.0004	9.8929	0.3785	-0.153	0.5146
Si	9.4033	12.2465	9.475	0.1851	-0.0136	0.1918
Si	9.3518	4.2586	9.6732	0.101	0.0928	0.0182
Si	-0.6814	8.8099	11.0678	0.3477	-0.3564	-0.5845
Si	-0.2207	11.885	10.7374	0.1004	0.0228	-0.2415
Si	-0.4411	4.4254	11.1883	0.0918	-0.2126	-0.1847
Si	3.5556	7.6438	11.0079	0.2414	0.0383	-0.4316
Si	3.9349	11.9688	11.1459	-0.1256	-0.0297	-0.1474
Si	3.5272	4.4769	10.6498	-0.2612	0.2676	-0.1525
Si	7.2276	7.119	11.6476	-0.4349	0.277	-0.4433
Si	7.8323	12.5015	11.1961	0.203	0.2255	-0.1136
Si	7.4345	4.025	10.9612	-0.309	-0.2925	0.0568
Si	5.594	11.2784	21.5724	0.0543	-0.0948	-0.5959
Si	2.5376	5.7122	18.2966	-0.0082	-0.1419	-0.1945
Si	6.1043	8.0506	14.5841	0.0211	-0.1806	0.3093
Si	12.1072	3.762	21.3939	-0.0576	-0.1192	-0.207
Si	3.5617	2.8453	13.0466	-0.0176	0.1171	0.1626
Si	6.9793	12.5329	19.494	0.2596	0.0993	-0.327
Si	6.7861	0.7621	16.557	0.0352	0.0003	0.0246
Si	0.6869	3.0984	13.5392	-0.0235	0.0204	0.2148
Si	2.618	5.9376	21.4023	-0.0624	0.0644	-0.0273
Si	5.2204	5.9219	16.5812	0.0928	-0.107	0.1789
Si	-0.178	9.4816	17.7086	-0.0101	0.041	0.0817
Si	0.1709	6.0301	13.5977	0.1417	-0.1318	0.5083
Si	5.2061	2.924	15.65	0.0758	-0.1534	0.3987
Si	9.577	7.755	19.2089	0.0388	0.1416	-0.111
Si	9.5543	11.3269	16.0653	-0.0956	0.0753	0.4483
Si	9.5273	5.4985	21.2445	0.065	0.1091	-0.2557
Si	12.5581	7.1327	16.1055	-0.1035	0.1646	0.3547
Si	3.8752	10.2538	13.7827	-0.1508	0.23	0.3487
Si	9.9228	10.8936	12.9588	0.0127	0.2924	0.2309
Si	4.0571	0.3534	16.264	0.1257	-0.0267	0.2706
Si	7.6991	3.1673	21.5763	0.1125	-0.2549	0.009
Si	7.2302	7.9323	17.4022	0.0183	-0.0418	0.1373
Si	2.3886	7.8577	13.7132	0.0297	-0.0777	0.3621
Si	1.6096	11.8348	17.7224	-0.0427	-0.1005	0.0863
Si	1.1335	3.0329	18.5548	0.0416	-0.0308	-0.161
Si	7.4318	9.6907	19.8405	0.1639	0.0042	-0.2642
Si	11.4064	1.9374	16.1795	-0.0569	-0.0673	0.2204
O	0.2121	3.3563	19.8417	-0.0151	0.0858	0.2794
O	7.5384	8.6412	1.0954	-0.1345	-0.3034	0.4061
O	0.5866	8.6648	16.5264	0.0123	-0.1141	-0.0949
O	6.155	12.3637	22.6866	-0.2809	0.1976	0.1114
O	7.6601	13.6735	20.3879	-0.0323	0.095	0.1597
O	1.5152	6.8613	22.1762	-0.0577	0.022	0.2929
O	4.2837	10.7039	22.3492	0.0486	-0.0912	0.3006
O	7.95	11.3537	16.114	0.017	-0.022	-0.0368
O	3.4133	8.1111	0.9079	0.0543	0.0026	0.0976
O	7.636	11.5344	1.0812	-0.2057	0.0768	0.6001
O	4.8897	14.7271	0.0005	-0.3436	-0.1376	0.0533
O	10.8663	4.7409	21.8075	0.0149	0.0265	0.07
O	9.8942	6.3236	19.8849	-0.0319	-0.1818	0.2815
O	4.6395	3.2059	14.1809	-0.1167	-0.0034	-0.2961
O	3.0659	-0.3479	17.3339	0.0067	0.0854	-0.1029
O	2.4389	9.4714	13.9455	0.0291	-0.0789	-0.1642
O	6.4945	9.9384	21.1715	-0.026	0.1726	0.2303
O	8.9827	6.5206	22.3602	-0.019	-0.0407	0.0392
O	-0.3315	10.2622	10.3573	-0.0958	-0.0593	0.2139
O	5.1174	9.3294	14.3056	0.014	-0.0093	-0.1108
O	6.379	6.5477	17.5389	-0.0415	0.0054	-0.0619
O	-0.0817	3.0561	12.0901	-0.1053	0.1418	-0.0089
O	-1.2931	9.3311	12.5617	-0.0254	-0.0565	-0.2756
O	-0.5933	8.467	18.8982	-0.1153	-0.0683	0.0682
O	2.7124	6.3336	19.8024	-0.0191	0.006	0.3246
O	11.0892	11.9046	12.3799	0.0406	-0.0365	-0.2539
O	9.9914	1.2321	16.5549	0.0484	-0.0378	-0.1251
O	0.7728	10.6184	18.3862	-0.0091	0.0295	-0.0783
O	8.7777	7.5707	17.7873	-0.0071	0.0206	0.0285
O	4.0891	1.9938	16.4501	0.0444	0.0218	-0.1432
O	7.2515	5.4422	11.8721	0.2909	0.2879	-0.1132
O	7.6329	2.5103	11.7497	-0.046	-0.0844	-0.2729
O	6.6808	9.0104	18.5314	0.0547	0.0053	0.0186
O	4.0191	10.6896	12.2174	-0.0161	0.1748	-0.3236
O	5.2596	6.7358	15.1494	0.0576	0.1664	-0.1838
O	10.0262	10.979	14.5699	-0.0456	-0.084	-0.4431
O	6.9162	7.7223	13.1872	0.2537	-0.1168	-0.3538
O	3.6189	7.5239	12.6935	0.0045	0.1199	-0.3642
O	5.5102	4.3293	16.3847	-0.0366	0.0225	-0.107
O	12.1918	2.4461	22.329	0.0972	0.0589	0.1362
O	3.7479	0.0004	14.7045	0.018	-0.1665	-0.2447
O	-0.3424	11.5126	1.0402	0.2	0.3819	0.4319
O	6.5589	2.0008	15.5075	-0.0775	0.0274	-0.0926
O	11.2956	2.4915	14.6697	0.1012	0.07	-0.2007
O	1.2313	6.2927	17.4791	0.0542	-0.0257	-0.0173
O	3.3823	4.2513	12.2677	0.0116	-0.177	-0.002
O	-0.4167	8.7299	1.0675	0.1976	-0.444	0.3246
O	7.1171	8.4394	15.8395	-0.1054	0.0069	-0.2211
O	1.0403	7.2801	12.9855	-0.1928	0.0696	-0.2143
O	11.3521	6.5217	15.1334	-0.005	-0.0581	-0.3297
O	2.7332	5.8032	-0.152	0.2773	0.0234	0.3202
O	5.5081	12.1164	20.1415	-0.0312	-0.1546	0.3129
O	4.1439	1.7574	12.0047	0.1093	-0.2129	-0.0361
O	10.0946	10.1944	17.0914	-0.0008	0.0878	-0.1313
O	3.8294	6.0719	17.3966	0.0108	0.0514	-0.0253
O	7.9358	11.1979	19.4211	-0.1467	-0.0242	0.1241
O	0.9404	12.3527	16.3126	-0.0299	0.0707	-0.0691
O	5.514	-0.2493	16.6285	0.0091	0.0751	-0.0538
O	-0.8423	5.6248	12.3577	0.0789	-0.1682	-0.3241
O	2.1129	2.3119	13.5864	-0.103	0.0223	-0.0729
O	8.691	8.7209	20.1971	-0.0631	0.0129	0.0513
O	8.2747	4.5171	20.8918	-0.0482	0.0736	0.0516
O	8.4533	11.4495	12.3779	-0.2262	0.1148	-0.0053
O	1.9956	4.4292	21.51	0.1182	-0.0143	0.0268
O	11.7655	3.1277	17.2302	0.0822	-0.0842	0.0043
O	3.6658	6.0931	10.5077	0.0623	-0.003	0.2894
O	1.0239	4.6629	13.8772	0.053	0.0765	-0.022
O	2.3429	7.1634	15.2067	0.0087	0.0951	-0.3239
O	1.7172	1.5117	18.7282	-0.0106	0.0617	-0.0228
O	7.4819	2.4925	0.346	-0.04	-0.0439	0.0094
O	2.365	4.0879	18.4056	-0.0648	0.0517	0.0688
O	6.9082	1.5261	17.9896	-0.023	-0.0663	0.1798

Results
free energy: -103887.481 eV
free energy less fixed offsets of O -569.03, Si -635.61 eV per atom: 8.069 eV
pressure: 0.02 GPa
stress xx, yy, zz, yz, xz, xy (GPa, positive in tension): -0.9, 0.03, 0.81, 0.22, 0.1, -0.6

The program warned: the cutoff lies below the one the program advises for these potential files.
